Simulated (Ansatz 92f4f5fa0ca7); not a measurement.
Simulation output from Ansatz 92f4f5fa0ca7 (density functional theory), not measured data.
Periodic cell of 226 atoms, Si134O92, from a study of silicon, its oxide and their interface. The atomic structure is a simulated model.
Doubt: the cutoff is far below the 930 eV that the study's wrapper takes by default for these files, so forces and energies are approximate.
This geometry differs little from another in the collection (a relaxation step or a small displacement).

Settings: functional PBE; potential files Ansatz PAW; basis plane waves; wave-function cutoff 580 eV; density cutoff ratio 5; exchange-correlation grid ratio 1; k mesh 1 x 1 x 1, Gamma-centred; self-consistency stop 5e-08 eV per atom in the density residual; occupations fixed; spin none; net charge 0.

Cell vectors (angstrom)
a  10.938  0  0
b  0  10.938  0
c  0  0  32.5212

Atoms and the computed forces on them: element, x, y, z (angstrom), force x, y, z (eV/angstrom)
Si  -0.2948  0.3073  25.0852  -0.1052  0.0565  -0.1247
Si  5.7334  -0.205  24.9859  0.0653  -0.0559  -0.0222
Si  2.596  3.0581  25.08  -0.0699  0.1114  -0.1682
Si  8.4109  2.5573  25.1079  0.0667  -0.0956  -0.0283
Si  0.3399  5.2806  25.0153  0.0923  -0.0607  -0.0186
Si  5.2662  5.6904  25.1391  -0.0833  0.0525  -0.105
Si  2.995  7.9129  24.8617  0.015  -0.0216  -0.0139
Si  8.0287  8.5749  25.1451  -0.0468  0.1339  -0.1843
Si  1.3886  1.4234  26.3141  -0.0158  -0.0113  0.0424
Si  6.8132  1.3873  26.3771  0.0383  -0.0135  -0.0078
Si  4.0915  4.1742  26.4784  -0.0044  0.0159  0.0464
Si  9.6221  4.1557  26.3346  0.0274  -0.0134  -0.0254
Si  1.4154  6.8847  26.3364  0.0409  -0.0393  -0.0122
Si  6.8757  6.8944  26.3563  -0.0225  -0.0119  0.0172
Si  4.0838  9.5707  26.2333  0.0264  -0.023  -0.034
Si  9.5721  9.6776  26.4753  -0.01  0.0292  0.0372
Si  2.7349  -0.0013  27.6709  -0.0056  0.008  -0.0246
Si  8.1677  0.0556  27.8005  -0.0214  -0.0028  -0.0309
Si  0.0055  2.7492  27.7341  -0.0033  0.0014  -0.0347
Si  5.4559  2.7431  27.7502  -0.0111  -0.0014  -0.024
Si  2.705  5.5207  27.791  -0.0054  0.0081  -0.0274
Si  8.2165  5.4851  27.7124  -0.0038  0.011  -0.0175
Si  0.0056  8.2144  27.7216  0.0021  0.0059  -0.0121
Si  5.441  8.2246  27.7111  0.0147  0.0123  -0.0241
Si  4.1018  1.3673  29.1029  -0.1141  -0.1797  -0.1571
Si  9.5708  1.3673  29.1029  0.0771  0.3378  0.2705
Si  1.3673  4.1018  29.1029  -0.135  0.0541  0.207
Si  6.8362  4.1018  29.1029  0.1429  0.0615  -0.1177
Si  4.1018  6.8362  29.1029  0.0973  0.2747  0.2307
Si  9.5708  6.8362  29.1029  0.0864  0.0244  -0.0956
Si  1.3673  9.5708  29.1029  0.1387  0.0729  -0.2265
Si  6.8362  9.5708  29.1029  -0.2804  -0.0316  0.0961
Si  0  0  30.4702  -0.0211  0.0569  -0.0425
Si  5.469  0  30.4702  0.0187  -0.0689  0.0137
Si  2.7345  2.7345  30.4702  -0.0317  0.0108  -0.0282
Si  8.2035  2.7345  30.4702  0.1531  0.0291  0.015
Si  0  5.469  30.4702  0.023  -0.071  0.0247
Si  5.469  5.469  30.4702  0.0107  0.0691  -0.036
Si  2.7345  8.2035  30.4702  0.1208  0.0077  0.009
Si  8.2035  8.2035  30.4702  -0.0213  0.0176  -0.0332
Si  1.3673  1.3673  31.8374  0.0122  -0.0006  -0.017
Si  6.8362  1.3673  31.8374  -0.0237  0.0425  -0.0329
Si  4.1018  4.1018  31.8374  0.034  -0.0413  -0.0236
Si  9.5708  4.1018  31.8374  -0.1131  0.0308  -0.0068
Si  1.3673  6.8362  31.8374  -0.0228  0.0462  -0.0247
Si  6.8362  6.8362  31.8374  0.0016  -0.0478  -0.0053
Si  4.1018  9.5708  31.8374  -0.0596  0.0398  -0.0017
Si  9.5708  9.5708  31.8374  0.0206  -0.0219  -0.0181
Si  2.7345  0  0.6835  0.0341  0.0033  0.0416
Si  8.2035  0  0.6835  -0.0373  0.0233  0.0219
Si  0  2.7345  0.6835  0.011  -0.0237  0.0005
Si  5.469  2.7345  0.6835  -0.0099  0.0096  0.0085
Si  2.7345  5.469  0.6835  -0.0058  -0.0124  0.0157
Si  8.2035  5.469  0.6835  0.1352  -0.0404  0.0402
Si  0  8.2035  0.6835  -0.0376  0.0007  0.0141
Si  5.469  8.2035  0.6835  0.0373  -0.0132  0.0118
Si  4.1018  1.3673  2.0507  0.01  0.0308  -0.032
Si  9.5708  1.3673  2.0507  0.0273  0.0747  0.0527
Si  1.3673  4.1018  2.0507  0.0275  0.0083  0.0658
Si  6.8362  4.1018  2.0507  -0.1572  -0.1257  -0.0228
Si  4.1018  6.8362  2.0507  -0.0016  0.0277  0.0652
Si  9.5708  6.8362  2.0507  -0.0842  0.0158  -0.0774
Si  1.3673  9.5708  2.0507  -0.1031  -0.1036  -0.0425
Si  6.8362  9.5708  2.0507  -0.0168  -0.0216  0.0554
Si  0  0  3.418  -0.0154  -0.2328  0.2689
Si  5.469  0  3.418  -0.2101  0.0903  -0.0625
Si  2.7345  2.7345  3.418  0.2277  0.0023  -0.1976
Si  8.2035  2.7345  3.418  -0.1322  -0.1327  -0.049
Si  0  5.469  3.418  0.0515  0.3256  0.0863
Si  5.469  5.469  3.418  0.1211  -0.2073  0.2704
Si  2.7345  8.2035  3.418  -0.3049  -0.0874  -0.1435
Si  8.2035  8.2035  3.418  0.2534  -0.3544  -0.497
Si  1.3898  1.3785  4.7655  -0.0422  -0.0408  0.0514
Si  6.8955  1.2738  4.7879  0.0203  -0.0461  -0.0069
Si  4.1247  4.0397  4.8119  -0.006  0.0385  -0.0056
Si  9.5099  4.1613  4.7523  0.0429  0.0204  0.0147
Si  1.3931  6.8321  4.8379  0.035  -0.0039  0.0101
Si  6.8782  6.8405  4.7733  -0.0036  0.0162  0.0556
Si  4.0174  9.6057  4.7577  0.0251  -0.0234  -0.0054
Si  9.6055  9.4392  4.7878  0.0211  0.0372  0.0412
Si  2.7019  0.0134  6.2269  -0.0102  0.039  0.0022
Si  8.0725  -0.3475  6.1244  -0.0313  0.0057  -0.0593
Si  -0.107  2.709  5.996  0.0021  -0.0324  -0.0119
Si  5.56  2.6564  6.1497  -0.0059  -0.0342  -0.0137
Si  2.6827  5.3583  6.1976  -0.1243  -0.0913  -0.0763
Si  8.2721  5.5596  6.2452  -0.0362  0.0139  -0.0213
Si  0.0572  8.1923  6.3027  0.0062  0.0113  -0.0163
Si  5.3276  8.1185  5.9884  -0.0238  0.0276  -0.1056
Si  4.3987  1.079  7.4764  0.0581  -0.0846  0.0505
Si  9.6105  1.0432  7.1034  0.0515  -0.1084  0.2366
Si  1.0391  4.1678  7.4208  -0.0865  0.0526  0.0707
Si  6.6746  4.3177  7.4139  0.0004  0.0483  0.1094
Si  4.308  6.5414  7.3762  0.1772  0.0447  0.2222
Si  9.9142  6.6073  7.7121  0.0466  -0.0554  0.1402
Si  1.0305  9.9523  7.6188  -0.1783  0.1376  0.1511
Si  6.344  9.4801  7.5645  0.0477  0.0761  0.2604
O  5.5051  5.4408  7.7157  -0.0294  0.026  -0.1137
O  -0.1405  0.1658  7.857  -0.0502  0.0022  -0.2141
O  3.8116  1.787  8.8422  -0.0196  0.0127  -0.0356
O  9.577  7.2165  9.2441  -0.0137  -0.0142  -0.1535
O  -0.9446  8.8574  19.4093  -0.0219  0.007  -0.0114
O  7.7726  3.1312  23.6998  -0.0247  0.0441  0.0213
O  6.8819  9.6193  24.5319  0.0543  -0.0622  0.1362
O  1.4586  4.1485  24.5232  0.0179  -0.0026  0.1284
O  11.5951  7.8644  10.9411  -0.006  -0.0145  -0.0411
O  1.5776  3.2872  8.7068  0.0135  0.0148  -0.0315
O  1.4234  9.6367  9.1863  0.0098  -0.0085  -0.1722
O  7.2475  3.8319  8.905  0.0174  -0.0266  -0.0706
O  10.9676  5.3528  7.9966  0.0465  -0.013  -0.1076
O  5.4168  -0.1365  8.0076  0.0044  -0.0969  -0.1402
O  4.0543  7.3655  8.8182  -0.0413  -0.0405  -0.1079
O  8.538  1.6688  8.164  0.0078  0.0835  0.1066
O  5.1722  0.4385  23.5652  -0.0304  0.0178  0.0469
O  9.5027  1.4167  24.6391  0.0044  -0.0267  0.1069
O  10.8006  6.0783  23.6363  -0.033  0.0181  0.0298
O  5.7986  4.9074  23.7894  0.0371  0.0008  0.0631
O  8.9956  8.1244  23.8892  -0.0216  -0.0428  0.0835
O  3.5167  2.5159  23.8162  -0.0087  -0.0077  0.0852
O  2.4276  8.239  23.3305  0.0222  0.009  0.0981
O  11.1288  -0.302  23.6164  -0.0096  -0.0001  0.1358
Si  1.1753  9.4273  10.7863  -0.0147  0.0005  0.0854
Si  -6.0708  4.7545  10.8165  -0.0498  -0.0206  0.1416
Si  3.204  5.0167  20.6716  -0.0373  0.019  -0.0826
Si  8.2937  2.4199  13.2339  -0.0198  -0.0534  -0.0243
Si  1.3635  -3.9535  14.6166  0.0181  -0.0266  0.0129
Si  3.7506  5.7005  13.6046  -0.0251  0.0022  0.0152
Si  7.215  4.5305  23.0866  -0.0336  -0.0394  -0.0786
Si  3.9275  1.241  22.8838  -0.0023  0.0163  -0.0619
Si  2.9067  2.9277  9.5715  0.0046  -0.0135  0.0594
Si  5.0439  1.4619  19.9191  0.0197  0.016  -0.084
Si  4.0435  -1.3177  19.6428  -0.0175  0.0283  -0.0571
Si  8.1572  2.5686  9.4398  0.021  -0.067  -0.0824
Si  5.3398  -3.276  9.8268  0.0168  0.0586  0.0463
Si  10.6627  0.2189  12.912  -0.0036  0.0411  0.0344
Si  0.742  4.6759  16.2628  0.0043  -0.008  0.0643
Si  9.9  -0.9901  18.1904  0.0754  0.0096  0.0394
Si  11.9774  0.4127  22.4374  -0.027  0.0413  -0.1435
Si  4.228  -0.9844  11.8221  0.0305  0.0338  0.0389
Si  1.2078  2.8915  20.9866  0.0111  -0.0072  -0.0906
Si  10.0519  3.9056  11.359  -0.0062  -0.0044  0.1038
Si  9.2953  -1.2696  15.2483  0.023  0.0143  0.0114
Si  14.856  -2.4455  14.4825  0.0119  0.0027  -0.0062
Si  3.2619  -7.6502  15.0208  -0.0293  -0.0176  0.0186
Si  6.2579  4.098  20.1411  -0.0502  -0.0133  -0.0487
Si  -2.1824  4.6209  15.1545  0.0185  -0.0344  0.0084
Si  1.3386  0.2473  19.5528  0.0062  0.0474  -0.0664
Si  12.645  2.4056  12.4263  -0.0549  -0.0077  0.1076
Si  -4.3382  5.1497  17.3997  0.001  -0.0276  0.065
Si  10.6352  7.6624  20.321  0.0415  -0.0256  -0.0998
Si  5.1507  -8.6756  17.1188  -0.0467  0.0115  0.0493
Si  -1.4974  6.7958  23.0686  0.0228  0.0513  -0.0646
Si  -1.6714  -3.7145  13.6028  0.0196  -0.0114  0.0113
Si  7.3446  -0.1731  17.0486  -0.0025  0.0175  0.0165
Si  6.0521  1.7575  11.4966  0.0038  -0.0148  0.1175
Si  11.5582  5.0163  19.2252  0.0155  0.0253  0.008
Si  2.6168  7.8502  21.7454  -0.0087  -0.0592  -0.1263
Si  10.1776  -3.9057  10.7764  0.0271  -0.031  0.0849
Si  5.4404  -2.715  17.242  -0.0441  -0.0083  0.0324
O  11.7007  -0.303  20.9963  0.0099  -0.0133  0.0792
O  -2.3666  5.8133  14.0396  -0.006  0.0175  -0.0187
O  11.1657  0.0274  18.3894  -0.0343  -0.0149  -0.0136
O  13.1781  5.298  19.367  -0.0031  -0.0001  0.0269
O  8.7107  3.6916  12.2761  0.0081  0.0431  -0.0292
O  4.9774  0.4835  11.5126  -0.0054  -0.0071  -0.0495
O  6.5032  -2.4695  8.9227  -0.0503  -0.0031  -0.063
O  -3.9322  4.9626  18.9759  0.0097  0.003  -0.0054
O  4.3097  -1.2363  13.4503  -0.0052  -0.0208  0.0029
O  8.51  -0.1034  18.2201  -0.0237  0.0006  -0.0101
O  5.2306  -0.1747  19.815  -0.0016  0.0099  0.0317
O  -0.5284  5.4422  11.0204  0.0055  0.0033  -0.0297
O  -0.0372  -0.6322  11.5139  0.0153  0.0038  -0.0275
O  -2.7124  3.1277  14.7084  0.0143  0.0295  0.0048
O  4.9585  -2.2264  11.028  0.003  -0.0522  -0.0682
O  4.1796  6.799  24.585  0.0256  -0.0154  0.0805
O  7.2569  1.5792  10.3891  0.0209  0.0138  -0.0609
O  4.3106  1.7044  21.3632  -0.0119  -0.0144  0.087
O  4.1329  2.1654  15.8321  0.0198  -0.0009  -0.004
O  2.6927  -0.549  19.1144  0.0057  -0.0169  0.0217
O  2.8251  2.8335  13.52  0.0107  -0.0056  -0.0326
O  4.5639  -2.2506  15.9507  0.0034  -0.0008  0.0046
O  2.2842  8.3386  14.6812  -0.0075  0.0099  0.0016
O  2.6243  0.2651  22.8026  0.0144  -0.0201  0.0741
O  1.2218  -4.695  16.079  0.0026  0.0108  -0.008
O  8.5703  -2.5246  14.4821  -0.0043  -0.0027  -0.011
O  4.5265  7.1014  13.8709  -0.0041  0.0084  0.0019
O  1.1176  1.0379  13.0742  0.013  0.0027  -0.0242
O  11.3701  -7.5535  12.1609  0.0081  0.0198  -0.0548
O  6.6809  -1.6559  17.2778  0.0124  -0.0053  -0.0104
O  9.3735  1.2293  12.9011  0.0064  -0.0047  -0.0019
O  2.1283  5.9248  13.6349  0.0277  0.0179  -0.0207
O  10.4486  -0.6987  14.2413  -0.0074  -0.0194  0.0059
O  1.1851  7.9311  20.9508  0.0096  0.0005  0.0529
O  -2.9869  -5.8586  16.4931  0.0075  0.0106  -0.011
O  -5.2508  3.8155  17.0868  0.01  -0.0005  -0.0172
O  6.3581  2.4575  19.9366  -0.0144  -0.0057  0.0157
O  12.8556  3.63  15.8675  -0.0059  0.0041  0.0045
O  5.8882  -4.3057  17.1874  0.002  0.0249  -0.0129
O  13.4124  2.2651  10.9967  0.0359  0.0148  -0.0917
O  2.4958  3.7748  21.465  -0.0084  -0.0068  0.0558
O  5.5269  3.2946  11.214  -0.0086  0.0302  -0.0507
O  8.2585  5.73  23.3399  0.0024  0.0216  0.0333
O  -0.5822  4.4261  15.3644  -0.0184  -0.0116  -0.0215
O  -1.325  -7.8662  10.0171  -0.0068  0.0091  -0.0285
O  4.7007  4.6007  20.209  0.0219  0.0015  0.031
O  13.5599  9.8378  11.4544  -0.0049  -0.0109  -0.0376
O  3.7508  4.3338  9.6841  0.0182  0.0195  0.0132
O  3.2382  17.2807  21.613  0  0.0118  0.048
O  14.9868  5.178  12.1327  0.0552  -0.0194  -0.1088
O  0.3246  4.356  17.7884  -0.0002  -0.0229  -0.0396
O  10.8514  -3.6661  13.9849  -0.017  0.0151  -0.013
O  7.0446  4.4139  21.4995  0.0221  0.0101  0.0834
O  4.3131  1.9527  18.5128  0.0134  -0.005  0.01
O  6.3249  1.1043  17.0451  0.0299  -0.0215  -0.0334
O  -0.215  6.3934  19.3085  -0.007  0.0252  0.043
O  11.0589  3.9589  20.3869  0.0271  0.0172  0.0281
O  9.9861  -1.6898  16.6921  -0.0144  -0.0075  -0.0291
O  5.724  -4.8017  10.4198  -0.001  0.0161  -0.0313
O  9.6179  7.269  21.5285  -0.0394  -0.047  0.115
O  -1.8003  -3.4454  11.9804  -0.0113  0.0056  -0.0181
O  -2.8162  -0.1727  15.5918  -0.0054  -0.0157  -0.0076
O  -4.1368  1.8103  12.9546  0.0112  0.0258  -0.0284
O  4.5342  8.478  18.5865  0.0253  -0.0135  -0.0135
O  4.1732  -6.305  14.7719  -0.0001  0.0096  -0.0195
O  12.5617  1.8446  19.7815  0.0125  -0.0069  0.0142
O  0.653  2.0128  22.2512  0.0221  -0.0179  0.0601
O  3.686  8.8856  21.0554  0.0156  0.0168  0.0486

Results
free energy: -137508.989 eV
free energy less fixed offsets of O -568.88, Si -635.61 eV per atom: -0.289 eV

The program warned: the cutoff lies below the one the program advises for these potential files; the forces do not sum to zero within the program's tolerance; the exchange-correlation potential is rough where the density is thin.
